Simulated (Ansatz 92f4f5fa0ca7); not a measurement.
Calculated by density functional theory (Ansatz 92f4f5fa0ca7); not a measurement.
Periodic cell of 225 atoms, Si132O91As2, from a study of silicon, its oxide and their interface. The atomic structure is a simulated model.
Doubt: the cutoff is far below the 930 eV that the study's wrapper takes by default for these files, so forces and energies are approximate.

Settings
functional: PBE
potential files: Ansatz PAW
basis: plane waves
wave-function cutoff: 580 eV
density cutoff ratio: 5
exchange-correlation grid ratio: 1
k mesh: 1 x 1 x 1, Gamma-centred
self-consistency stop: 5e-08 eV per atom in the density residual
occupations: fixed
spin: none
net charge: 0

Cell vectors (angstrom)
a 10.938 0 0
b 0 10.938 0
c 0 0 31.9494

Atoms: element, x, y, z (angstrom)
Si 10.624 0.0313 24.4495
Si 5.0836 0.1657 24.6917
Si 2.8219 2.3172 24.5453
Si 8.5769 2.4695 24.5882
Si 10.7175 5.6193 24.3633
Si 5.1605 5.6472 24.4664
Si 2.9909 7.985 24.4201
Si 8.4338 7.8617 24.447
Si 1.2992 1.1534 25.8582
Si 6.8215 1.3609 25.7645
Si 3.9901 4.0344 25.7398
Si 9.6975 4.0504 25.8728
Si 1.3472 6.8216 25.6902
Si 6.8113 6.7464 25.7643
Si 4.0076 9.4951 25.967
Si 9.4895 9.4671 25.8325
Si 2.6387 -0.1181 27.3034
Si 8.1395 -0.0472 27.1652
Si 0.0812 2.6728 27.2245
Si 5.4506 2.7439 27.1276
Si 2.6719 5.4329 27.1211
Si 8.1927 5.3862 27.1497
Si 0.0156 8.1689 27.1504
Si 5.5139 8.1601 27.1889
Si 4.0917 1.3407 28.5071
Si 9.5465 1.3357 28.5139
Si 1.3961 4.0777 28.5756
Si 6.8146 4.0711 28.5388
Si 4.0913 6.7871 28.493
Si 9.5618 6.792 28.4942
Si 1.3002 9.4866 28.6392
Si 6.8278 9.5433 28.5761
Si -0.0281 -0.0021 29.9201
Si 5.4623 -0.002 29.902
Si 2.7657 2.7169 29.9097
Si 8.1998 2.7206 29.893
Si -0.0024 5.4569 29.896
Si 5.4645 5.458 29.8941
Si 2.7557 8.1615 29.9106
Si 8.226 8.1811 29.8958
Si 1.3673 1.3673 31.2657
Si 6.8362 1.3673 31.2657
Si 4.1018 4.1018 31.2657
Si 9.5708 4.1018 31.2657
Si 1.3673 6.8362 31.2657
Si 6.8362 6.8362 31.2657
Si 4.1018 9.5708 31.2657
Si 9.5708 9.5708 31.2657
Si 2.7345 0 0.6835
Si 8.2035 0 0.6835
Si 0 2.7345 0.6835
Si 5.469 2.7345 0.6835
Si 2.7345 5.469 0.6835
Si 8.2035 5.469 0.6835
Si 0 8.2035 0.6835
Si 5.469 8.2035 0.6835
Si 4.1074 1.3641 2.0548
Si 9.6028 1.3405 2.0424
Si 1.3684 4.1218 2.0491
Si 6.8449 4.1128 2.0364
Si 4.0989 6.8355 2.0381
Si 9.5928 6.826 2.0543
Si 1.364 9.5966 2.0503
Si 6.8388 9.5981 2.0415
Si 0.0401 0.0243 3.4718
Si 5.4961 0.0258 3.4393
Si 2.7241 2.7469 3.3911
Si 8.2682 2.7646 3.3397
Si 0.0489 5.5007 3.4623
Si 5.493 5.5034 3.3998
Si 2.7428 8.2319 3.3769
Si 8.274 8.2826 3.3621
Si 1.3947 1.4322 4.8405
Si 6.9228 1.4454 4.7184
Si 4.1036 4.1114 4.7249
Si 9.6315 4.0593 4.7633
Si 1.3793 6.9658 4.8211
Si 6.8963 6.9386 4.6755
Si 4.1004 9.5623 4.7636
Si 9.6323 9.5652 4.8355
Si 2.764 0.0014 6.1403
Si 8.2889 0.0892 6.0929
Si 0.0321 2.7768 6.2927
Si 5.5302 2.7855 6.062
Si 2.7932 5.5577 6.0526
Si 8.2885 5.5627 5.944
Si 0.0546 8.2821 6.3599
Si 5.5488 8.255 6.1
Si 4.4321 1.1353 7.3272
Si 9.7997 1.1366 7.6178
Si 1.2162 4.4869 7.4676
Si 6.6839 4.4859 7.2115
As 4.2879 6.7927 7.5543
Si 9.7475 6.5881 7.499
Si 1.2653 9.9141 7.6994
Si 6.72 9.9005 7.4022
O 9.5871 1.2698 24.0032
O 4.1069 6.8342 23.9583
O 4.0141 1.2663 24.0421
O 9.5471 6.7301 23.9218
O 0.0192 5.534 7.9857
O 5.5638 0.0549 7.8938
O 0.0538 0.0684 8.1073
O 5.6216 5.5532 7.8925
O 7.6582 3.8938 8.3909
O 8.7813 7.013 8.7887
O 2.1467 9.4901 9.0549
O 8.916 1.6392 8.9494
O 7.6157 9.3978 8.6983
O 3.6367 1.7935 8.6015
O 2.102 4.0006 8.7817
O 8.1532 3.532 23.3898
O 0.4602 4.969 22.9812
O 1.8828 2.7567 23.2659
O 5.8396 4.9513 23.1324
O 5.5601 10.0333 23.5433
O 2.4423 8.7237 23.0389
O 0.178 10.0894 23.121
O 7.8233 8.6199 23.1052
Si 8.6297 7.7411 18.4635
Si 8.7088 6.3372 13.6758
Si 3.7023 1.5262 14.7688
Si 2.0866 5.7916 17.6766
Si 2.4094 3.1909 19.5269
Si 9.6963 9.0121 12.157
Si 1.3169 9.4542 22.1086
Si 9.0624 0.9496 13.2306
Si 1.4466 5.1189 12.9821
Si 1.716 8.396 13.013
Si 6.6834 9.5975 22.4682
Si 4.4448 4.5889 15.7493
Si 8.2115 2.9807 9.5918
Si 0.8096 8.2891 19.3024
Si 6.9597 1.3898 21.1263
Si 8.2348 8.2666 9.699
Si 10.8945 5.2744 15.6197
Si 7.4687 9.516 16.3526
Si 9.9212 2.1268 20.3006
As 2.9424 8.243 10.1685
Si 6.6571 3.4037 17.4494
Si 1.1514 0.2584 19.8401
Si 3.1916 2.7911 12.2919
Si 7.209 5.4337 19.7218
Si 5.7052 8.5597 11.5392
Si 5.7427 5.9875 13.2462
Si 4.5648 9.7424 17.7393
Si 1.0203 3.6342 22.2003
Si 4.8936 1.5353 18.8569
Si 3.199 3.0514 9.5164
Si 6.3349 10.7714 13.7829
Si 10.2168 0.1558 16.0465
Si 5.6414 3.5942 11.1729
Si 9.799 3.8821 11.9523
Si 2.2116 9.9629 15.7554
Si 6.0644 8.1572 19.8647
Si 6.9488 4.011 22.4045
Si 9.726 2.86 17.3766
O 7.1305 6.2794 14.0645
O 1.8539 7.0974 18.7343
O 10.3378 4.036 16.471
O 6.0671 9.9561 17.0926
O 10.0163 0.6792 14.5195
O 8.4263 6.1564 18.8795
O 5.049 0.6324 14.4322
O 5.7385 2.0692 17.5765
O 8.3368 1.9968 20.5538
O 1.9497 4.3417 18.4497
O 6.941 2.7601 10.6191
O 4.8268 2.6329 12.2134
O 5.9423 4.4245 16.4025
O 4.5485 3.9003 9.9636
O 10.6824 2.8344 21.5613
O 9.7021 6.1935 14.9791
O 5.9998 6.5228 19.8956
O 4.0514 0.2311 18.3681
O 9.1581 10.5474 12.2933
O 2.844 4.3581 12.6476
O 1.8874 10.747 21.2497
O 3.9921 2.7912 19.4038
O 0.5974 10.1009 16.1293
O 1.2579 9.8447 18.8858
O 1.7105 1.7102 19.3121
O 8.7964 10.4577 16.5714
O 4.8303 8.6282 18.9047
O 9.562 8.7225 10.5495
O 6.7113 4.1328 18.901
O 2.7566 1.7498 13.4422
O 5.8452 8.8 21.332
O 2.5095 2.4215 10.8616
O 7.6335 4.8839 21.1999
O 5.1869 7.3783 12.5677
O 0.2543 9.019 12.7437
O 7.4568 1.0249 13.5656
O 7.0128 9.6243 14.7762
O 8.9394 5.0216 12.735
O 8.043 8.066 16.9382
O 6.2265 2.6092 21.945
O 2.2824 8.9971 14.4236
O 0.3832 4.4751 11.9202
O 0.7819 8.3551 20.9722
O 9.3612 3.8036 10.3914
O 9.5772 2.3755 12.5915
O 7.5963 8.6042 19.4212
O 2.6457 8.9607 11.8034
O 3.9232 3.0343 15.4324
O 0.931 4.6792 14.461
O 10.0313 3.085 18.9682
O 8.9568 7.7938 12.9754
O 10.499 0.6036 20.0863
O 6.0252 4.9495 11.9957
O 8.1322 2.8859 17.014
O 3.4584 5.498 16.7475
O 4.6554 8.8317 10.2878
O 1.632 6.7448 12.9375
O 4.6753 5.4409 14.3645
O 2.0611 3.8958 20.9635
O 10.4536 1.4555 16.9948
O 0.8761 6.1452 16.6348
O 7.3655 10.9904 21.9598
O 5.9136 0.9509 19.9772
O 5.9619 9.9431 12.4057
O 2.7449 0.5721 15.6733
O 7.0617 7.9658 10.8035
O 10.2143 8.069 18.7154
O 3.3203 9.2482 16.773

Results
free energy: -145376.442 eV
free energy less fixed offsets of As -4856.12, O -568.88, Si -635.61 eV per atom: 4.398 eV

Forces (eV/angstrom), in the order of the atoms: element, x, y, z
Si 0.0094 0.0099 -0.0062
Si -0.0048 -0.0024 -0.0003
Si -0.0062 -0.0065 -0.0113
Si -0.001 0.0013 0.0016
Si -0.0128 -0.0102 0.0004
Si 0.0023 0.009 -0.0109
Si 0.0029 0.0086 0.0077
Si -0.0105 -0.0166 -0.016
Si -0.0006 -0.0028 0.0148
Si 0.0122 -0.0004 -0.0046
Si -0.0051 0.0099 0.0029
Si 0.0065 0.001 0.004
Si 0.0126 0.0026 -0.0056
Si 0.0017 0.0045 0.0126
Si 0.0035 -0.0075 0.0069
Si 0.0042 0.0065 0.0021
Si -0.0158 -0.0051 0.0081
Si -0.0306 -0.0107 0.0061
Si 0.0095 0.0078 0.0019
Si 0.0114 0.0073 0.0012
Si -0.0114 -0.0161 -0.0036
Si -0.0092 -0.0032 -0.0117
Si -0.0103 -0.0079 -0.0002
Si 0.0012 0.0049 -0.0027
Si -0.0203 -0.0159 0.0115
Si 0.0102 0.0147 0.0087
Si -0.0252 0.0009 -0.0183
Si -0.0018 0.0025 -0.0074
Si 0.0051 0.0238 0.0109
Si -0.0114 0.0066 0.0169
Si 0.0283 0.0313 -0.0401
Si -0.0039 0.001 -0.0187
Si -0.0147 0.0133 0.0151
Si 0.0063 0.0097 0.0004
Si 0.0067 -0.0145 0.0035
Si 0.0089 -0.0074 0.0041
Si 0.0153 0.0034 0.0013
Si -0.0033 0.0048 0.0043
Si 0.0161 -0.0283 0.0103
Si 0.009 -0.0048 -0.0022
Si 0.0787 0.0533 -0.0454
Si 0.0337 -0.0021 0.0042
Si 0.0964 -0.046 0.1027
Si -0.086 -0.0947 -0.0569
Si 0.0347 -0.1329 0.0536
Si 0.0399 -0.006 -0.0908
Si -0.0373 -0.0471 -0.0027
Si -0.173 -0.1224 0.1686
Si -0.0101 0.0132 -0.0415
Si -0.0176 0.0285 -0.1255
Si 0.0682 0.0591 0.0153
Si 0.0281 0.0442 0.038
Si -0.0455 -0.0585 -0.106
Si 0.0391 0.0602 -0.0619
Si 0.0879 0.085 0.0351
Si 0.0786 0.0971 0.0348
Si -0.0083 0.0046 0.002
Si 0.0138 -0.0098 -0.0138
Si -0.0141 0.0125 0.0033
Si -0.0221 0.0156 -0.0213
Si -0.0034 0.0045 -0.0148
Si 0.0038 0.012 -0.0024
Si -0.0089 -0.0058 -0.0161
Si -0.0205 0.0139 -0.0032
Si -0.0133 0.0064 -0.0069
Si 0.0082 -0.0061 -0.0136
Si 0.0471 0.0135 0.0215
Si -0.0229 -0.0168 0.0339
Si -0.0104 -0.0067 -0.0212
Si 0.0176 -0.0241 0.0015
Si 0.0066 0.0115 0.0228
Si -0.0253 -0.0696 0.0198
Si 0.0158 -0.0106 0.0303
Si 0.0235 -0.0057 -0.0208
Si -0.0185 -0.0313 -0.0284
Si 0.0019 0.0264 0.0166
Si 0.0039 0.0012 -0.0133
Si 0.0317 0.0537 -0.0374
Si -0.0245 0.0051 -0.0298
Si 0.0217 0.007 0.0275
Si -0.0457 -0.0097 -0.0042
Si 0.0085 0.0081 0.0097
Si -0.0121 -0.0192 0.0082
Si -0.0059 0.0378 0.0176
Si 0.021 0.0156 0.0739
Si -0.0002 -0.022 -0.0036
Si -0.0402 -0.0074 -0.009
Si 0.0436 -0.0454 0.0488
Si -0.0191 -0.0133 0.0311
Si -0.0013 0.0066 -0.0409
Si 0.0294 0.0249 -0.0217
Si -0.0551 0.0844 0.0612
As 0.1486 -0.2454 0.003
Si 0.0222 0.0029 -0.0016
Si 0.0559 0.0263 0.0475
Si -0.0136 -0.0395 -0.0211
O -0.0051 -0.0014 0.0018
O -0.0029 -0.0079 -0.0005
O 0.0032 0.0045 0.0038
O 0.0045 0.0028 0.0038
O 0.0074 0.0012 0.0193
O 0.0347 0.0151 0.0206
O -0.0044 -0.0075 0.031
O -0.0887 0.121 -0.0917
O -0.0544 0.0263 -0.0403
O -0.0012 0.0067 -0.0033
O -0.0632 0.0451 -0.1018
O -0.0023 0.0012 0.0034
O -0.0062 0.0163 0.0001
O -0.0009 0.009 -0.003
O -0.0195 0.0042 -0.0024
O 0.0019 -0.0015 0.0028
O 0.0002 0.0052 0.0039
O 0.0002 -0.001 0.006
O -0.0014 -0.0008 0.0033
O -0.0018 0.001 0.005
O -0.0015 -0.0007 0.0007
O -0.0029 -0.0002 0.0027
O 0.0034 0.0015 0.0073
Si -0.0019 0.001 -0.004
Si -0.0014 -0.0011 0.0022
Si -0.0034 -0.0004 0.0007
Si -0.0017 0.0003 -0.0018
Si -0.0007 -0.0001 -0.0056
Si -0.0066 -0.0043 0.0061
Si -0.001 -0.0002 -0.0014
Si -0.0015 0.003 0.0027
Si -0.0021 -0.0092 0.0048
Si 0.0159 -0.0303 0.0231
Si -0.0011 -0.0004 -0.0052
Si -0.0015 -0.0011 0.0004
Si 0.0088 0.0128 0.0011
Si -0.0016 0.0006 -0.0044
Si -0.0036 0.0009 -0.0047
Si -0.0023 -0.0113 0.0023
Si -0.0091 0.0099 0.0002
Si -0.0022 -0.0004 0.0002
Si -0.0009 0.0007 -0.0064
As 0.0182 -0.0655 0.0063
Si -0.0007 -0.0015 -0.0032
Si -0.0006 0.0019 -0.0042
Si 0.001 0.0016 0.0023
Si -0.0021 0.0005 -0.0048
Si -0.0124 -0.0043 0.0019
Si -0.0017 0.0021 -0.0025
Si -0.0017 0.0019 -0.003
Si 0.0006 -0.0006 -0.0039
Si -0.0024 0.0003 -0.0061
Si 0.0035 -0.0067 -0.0097
Si -0.0004 -0.0004 0.0024
Si -0.0027 -0.0005 0.0015
Si 0.0015 -0.0046 0.0037
Si -0.0046 0.0031 -0.0012
Si -0.0013 0.001 0.0034
Si -0.0013 0 -0.0062
Si -0.0019 -0.0015 -0.0047
Si -0.0046 -0.0005 -0.0026
O -0.0021 0.0005 0.0012
O -0.001 0.0005 0.0037
O -0.0078 -0.0204 0.0092
O -0.0021 0.0002 0.0025
O -0.0029 0.0014 -0.0027
O -0.0013 0.0008 0.0032
O 0.0003 -0.0008 0.0003
O -0.0007 0.0007 0.0032
O -0.0006 0.0014 0.0024
O -0.0011 0 0.0031
O -0.0051 -0.0066 0.0087
O -0.0009 0.0002 -0.0004
O -0.0029 0.0012 0.0012
O 0.0065 0.0084 0.0024
O -0.0033 -0.0004 0.0021
O -0.0057 0.0058 -0.0023
O -0.001 0 0.0032
O -0.0017 -0.0008 0.0033
O -0.0021 0.0017 -0.0017
O 0.0031 -0.0037 -0.0013
O -0.0014 -0.0006 0.0019
O -0.0011 0.001 0.0026
O -0.0043 -0.0009 0.0013
O -0.0017 0.0005 0.0011
O -0.0022 0 0.0024
O -0.001 0.0009 0.0016
O -0.0011 0 0.0034
O 0.0017 0.0028 0
O -0.0023 0.0006 0.0038
O -0.0019 0.0005 -0.0013
O -0.0017 0.001 0.0035
O -0.0026 -0.003 -0.0038
O -0.0014 0.0002 0.0036
O -0.0062 -0.001 -0.0019
O -0.0509 0.0219 0
O -0.0026 0.0001 0.0005
O -0.0019 0.0013 -0.0019
O -0.0021 -0.0002 0.0002
O -0.0016 0.0001 0.0023
O -0.0005 0.0002 0.0023
O 0.0023 0.0006 0.0045
O -0.0063 -0.0049 -0.0025
O -0.0012 0.0004 0.0023
O -0.0022 -0.0065 -0.0011
O -0.0025 0.0008 0.0007
O -0.0019 0.0008 0.003
O 0.0215 0.0732 -0.0063
O -0.0018 0.0001 0.0004
O 0.0118 -0.0078 -0.006
O -0.0016 0.0002 0.0047
O -0.0025 0.004 -0.0014
O -0.0017 0.0004 0.0028
O -0.0025 -0.0007 -0.0015
O -0.0003 0.0013 0.0025
O -0.0007 -0.0001 -0.0007
O 0.0025 0.0068 -0.0093
O 0.0089 -0.0054 -0.0043
O -0.0022 0.0007 0.0001
O -0.0008 0.0018 0.0035
O -0.0023 0.0004 0.0036
O 0.0002 0.0112 0.0113
O -0.0006 -0.0001 0.0031
O -0.0006 -0.0002 0.004
O -0.0002 0.0011 0.0006
O -0.0011 0.0035 0.0002
O -0.0049 0.0029 0.0049
O -0.0019 0.0001 0.0028
O -0.0012 -0.0001 0.0028

The program warned: the cutoff lies below the one the program advises for these potential files; the exchange-correlation potential is rough where the density is thin.
